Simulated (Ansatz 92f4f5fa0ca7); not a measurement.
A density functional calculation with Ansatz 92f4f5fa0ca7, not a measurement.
Periodic cell of 256 atoms, Si144O112, from a study of silicon, its oxide and their interface. The atomic structure is a simulated model.
This geometry differs little from another in the collection (a relaxation step or a small displacement).

Settings: functional r2SCAN; potential files Ansatz PAW; basis plane waves; wave-function cutoff 800 eV; density cutoff ratio 5; exchange-correlation grid ratio 1; k mesh 1 x 1 x 1, shifted by 0.5 0.5 0 of a step; self-consistency stop 1e-10 eV per atom in the density residual; occupations fixed; spin none; net charge 0.

Cell vectors (angstrom)
a  10.887  0  0
b  0  10.887  0
c  0  0  36.1327

Atoms: element, x, y, z (angstrom)
Si  -0.1864  -0.1715  -0.3982
Si  2.3223  3.046  0.0934
Si  0.1401  5.2991  -0.0222
Si  3.3296  7.776  0.0543
Si  5.7016  -0.2229  0.2648
Si  7.6702  3.3104  0.0201
Si  5.38  5.4561  0.4081
Si  7.7448  8.344  0.2474
Si  1.1445  1.2983  1.1203
Si  3.9247  4.0473  1.5197
Si  1.4561  6.8123  1.2349
Si  4.1518  9.4454  1.5097
Si  6.8313  1.4869  1.366
Si  9.4146  4.2203  1.339
Si  6.7024  6.8576  1.6921
Si  9.5346  9.4695  1.2612
Si  -0.1198  2.7013  2.6119
Si  2.6162  0.0022  2.5848
Si  0.04  8.1484  2.6265
Si  2.6522  5.4892  2.8084
Si  5.3784  2.692  2.7728
Si  8.2377  0.0617  2.6588
Si  5.3971  8.2044  3.0165
Si  8.1754  5.5043  2.8526
Si  1.2789  4.05  4.0355
Si  4.006  1.3098  4.0488
Si  1.3322  9.5384  4.0263
Si  4.0105  6.7977  4.2228
Si  6.7633  4.0874  4.1051
Si  9.5215  1.3762  4.0891
Si  6.8696  9.613  4.1148
Si  9.5818  6.8537  4.1091
Si  0.0042  0.011  5.4305
Si  2.6869  2.713  5.4068
Si  -0.0139  5.4276  5.4444
Si  2.6602  8.2029  5.4746
Si  5.4272  0.0145  5.4385
Si  8.1378  2.7197  5.4349
Si  5.4278  5.4376  5.4989
Si  8.2039  8.2189  5.4583
Si  1.3666  1.3581  6.8022
Si  4.0609  4.0538  6.8086
Si  1.3408  6.7955  6.8054
Si  4.0899  9.5204  6.7978
Si  6.7861  1.3763  6.7968
Si  9.5062  4.074  6.7897
Si  6.8193  6.8305  6.7995
Si  9.5455  9.557  6.8269
Si  0.0109  2.7421  8.1533
Si  2.7509  -0.0008  8.1488
Si  -0.0008  8.1566  8.1591
Si  2.7114  5.4383  8.1544
Si  5.4509  2.7175  8.1669
Si  8.1747  0.0453  8.1602
Si  5.4356  8.161  8.1721
Si  8.1705  5.4438  8.1394
Si  1.3624  4.0995  9.5421
Si  4.0976  1.3598  9.5176
Si  1.3976  9.4994  9.4846
Si  4.0722  6.7656  9.5298
Si  6.8231  4.0895  9.5051
Si  9.5598  1.3993  9.5321
Si  6.8109  9.5566  9.4843
Si  9.5569  6.7602  9.499
Si  0.093  0.0179  10.8239
Si  2.754  2.7397  10.8672
Si  0.0212  5.449  10.9506
Si  2.6794  8.1044  10.8868
Si  5.4555  0.0099  10.8771
Si  8.233  2.8058  10.8943
Si  5.4334  5.3855  10.8757
Si  8.1874  8.1501  10.7533
Si  1.4611  1.3625  12.2322
Si  4.096  4.0267  12.3086
Si  1.3555  6.7789  12.3805
Si  4.0549  9.4753  12.1598
Si  6.8523  1.4323  12.1648
Si  9.5855  4.1271  12.3762
Si  6.8188  6.8109  12.0864
Si  9.6225  9.4641  12.0427
Si  0.135  2.6779  13.6747
Si  2.8381  -0.0221  13.5899
Si  -0.0362  8.2465  13.6588
Si  2.7702  5.3962  13.74
Si  5.5201  2.6784  13.6781
Si  8.2725  -0.0333  13.2717
Si  5.43  8.1049  13.4395
Si  8.1537  5.6284  13.5837
Si  1.4993  3.9688  15.1593
Si  4.6041  0.8488  14.9439
Si  1.1894  9.8432  14.9188
Si  4.3735  6.6373  14.9531
Si  6.59  4.45  14.832
Si  9.7615  1.0069  14.712
Si  6.8429  9.5552  14.5394
Si  9.0331  7.3943  14.9541
Si  -1.2011  4.3126  22.6936
Si  -0.4144  20.208  21.2492
Si  0.0412  26.4192  25.4658
Si  -7.6352  15.5015  21.7572
Si  3.4081  2.4568  17.3316
Si  8.8187  0.7234  21.3283
Si  9.0448  6.6446  34.0424
Si  7.6989  -5.0722  29.2443
Si  -8.5447  11.6806  24.8881
Si  -2.5775  8.5636  25.1984
Si  -15.5391  -19.7723  32.316
Si  0.7403  13.3903  29.5303
Si  -12.5969  25.3335  27.804
Si  2.2385  -12.0936  33.8863
Si  -15.9044  2.4234  18.7364
Si  -6.8243  -8.7894  22.8076
Si  0.0227  27.8135  16.8551
Si  1.043  -7.7846  20.8181
Si  -5.7733  0.3111  29.9406
Si  -8.9501  17.8495  25.2404
Si  -5.8695  -4.6026  30.5688
Si  8.654  1.4769  33.8925
Si  -0.8855  22.486  31.3871
Si  24.647  0.896  27.8698
Si  14.8498  12.2297  34.221
Si  -7.9778  -6.4969  26.1108
Si  -21.3071  22.6223  22.6538
Si  5.6608  -4.8816  22.6277
Si  13.7533  9.4111  26.4451
Si  5.5468  14.5572  24.6442
Si  -8.4083  15.8187  29.2469
Si  3.0815  7.3663  22.6019
Si  7.2583  5.0183  32.0527
Si  16.8178  -11.669  25.82
Si  3.2597  8.8894  31.0426
Si  8.1846  24.4185  16.8026
Si  -8.5578  8.9702  20.0062
Si  0.9035  -3.2502  29.5712
Si  7.8965  3.3572  20.5907
Si  -18.0867  0.978  19.8169
Si  18.2814  1.8527  26.05
Si  20.2699  -2.6569  27.9177
Si  18.8777  20.9527  29.8082
Si  -2.3568  7.0807  22.5681
Si  -1.1313  -2.2887  31.6621
Si  -3.3231  0.0846  23.7879
Si  -0.8495  4.0216  18.756
Si  24.2745  18.9045  17.0328
O  -2.7857  5.545  -2.8125
O  1.4404  3.8207  -10.4718
O  2.1196  10.1257  -10.9255
O  4.0424  -0.6054  -5.3858
O  -8.1155  8.2834  -17.525
O  -6.4888  6.5709  -0.385
O  8.1444  7.3933  -1.0002
O  4.3942  7.7196  -5.1367
O  2.2498  -2.9526  -9.6305
O  13.768  1.4194  -9.828
O  7.9845  12.2953  -11.5228
O  2.9129  0.2474  -2.4551
O  2.9992  8.6131  -1.3058
O  8.7233  11.4149  -5.7563
O  10.3191  5.9302  -1.3732
O  -1.2866  6.8655  16.4016
O  -5.0949  16.5958  31.8765
O  -1.3556  -3.0782  33.0348
O  0.4522  10.121  22.4017
O  1.9513  9.349  16.2912
O  1.3455  17.8089  16.8936
O  7.4415  3.8751  16.0908
O  -14.722  6.6036  22.0084
O  9.5148  3.2143  17.4838
O  -8.0979  12.7092  18.718
O  8.6798  1.47  15.8401
O  17.2642  3.32  20.021
O  3.1799  25.2441  22.9087
O  8.2209  18.2517  24.1322
O  5.7925  10.6233  15.2963
O  0.2346  3.0441  19.4381
O  -2.2989  -3.9176  28.5526
O  -3.349  11.1129  22.1839
O  0.0144  10.9062  15.3829
O  5.4923  2.5539  23.4377
O  5.1879  1.0082  19.1773
O  -6.2335  29.0017  23.0014
O  -8.4381  16.8101  22.216
O  -1.0669  12.2086  22.47
O  17.362  -6.4682  35.7819
O  4.7472  3.2495  17.8686
O  2.9996  19.2005  21.3163
O  -6.0784  5.0828  21.5517
O  0.2792  4.8624  15.7806
O  4.2771  1.0208  28.7095
O  -5.4131  5.5075  15.4302
O  -4.7513  -15.4745  29.358
O  4.8356  2.102  33.1053
O  4.4764  -12.1976  26.2364
O  -2.2348  -1.0194  24.2963
O  -1.3113  -4.9998  22.4487
O  8.2536  3.6846  22.155
O  -7.9642  10.4696  19.9774
O  0.4913  17.1003  25.2706
O  -19.3552  14.8277  20.5413
O  6.4466  -10.2881  26.5687
O  20.4418  -11.3345  20.5087
O  0.1054  3.8695  21.8756
O  -9.908  23.0442  24.1325
O  19.0394  5.4462  30.7606
O  -2.095  4.3858  19.7258
O  2.1937  -3.0814  23.878
O  7.2466  1.0244  33.1725
O  17.6369  -1.3548  35.8163
O  5.906  -5.7866  23.9631
O  -26.0187  -7.6362  25.7471
O  -13.8832  8.5318  15.356
O  -1.4845  11.3375  34.9123
O  0.0509  19.1007  28.3345
O  -7.0659  7.4338  16.2882
O  -11.0054  -3.233  30.828
O  -8.519  3.3497  16.4477
O  4.9635  0.5187  35.1611
O  -0.1937  16.3101  18.3263
O  -9.2619  1.6736  28.4799
O  2.3782  9.0009  32.4085
O  -15.6952  -0.4202  24.2334
O  -11.7731  -6.3921  26.7715
O  0.7073  -2.0864  20.1954
O  14.6855  5.3286  30.0891
O  36.1457  11.8425  23.7696
O  -8.3551  21.0884  27.8053
O  -20.4751  23.394  21.4627
O  -6.8544  1.6074  21.2821
O  22.137  -9.4364  30.6903
O  8.5423  13.1089  27.1256
O  -2.5541  2.8218  34.7295
O  20.2985  8.2111  26.3059
O  -3.7505  2.0201  17.8421
O  1.706  -7.17  30.0005
O  20.5519  1.6729  32.6451
O  -13.3369  1.8601  20.2883
O  -1.5244  8.2741  21.824
O  -14.8347  8.8462  26.0353
O  2.9175  -6.3914  27.7355
O  12.3101  -4.7317  29.2011
O  8.6843  -12.1664  28.4187
O  17.2919  21.166  29.5207
O  8.3277  19.7623  30.8949
O  -0.6431  35.7347  28.9194
O  25.951  14.4976  25.5128
O  10.399  10.0897  31.8733
O  -6.9592  1.2547  16.375
O  3.1488  2.5253  34.9315
O  1.2182  -6.7535  35.6589
O  -7.8156  5.8308  25.394
O  -0.8696  14.9559  24.2557
O  17.8784  14.3094  32.1389
O  11.6748  -0.927  34.6176
O  -5.0912  1.45  30.8602
O  7.9587  4.4496  28.3998
O  23.9573  8.5531  29.8913

Results
free energy: -155986.615 eV
free energy less fixed offsets of O -570.45, Si -639.56 eV per atom: 0.425 eV

Forces (eV/angstrom), in the order of the atoms: element, x, y, z
Si  -0.0043  -0.0034  -0.0846
Si  0.0088  -0.0073  -0.0558
Si  -0.0152  0.0062  -0.0618
Si  0.0014  0.0171  -0.0668
Si  -0.0106  0.0101  -0.0562
Si  0.0087  -0.0036  -0.0651
Si  0.0062  0.0026  -0.0329
Si  0.0074  -0.0142  -0.0601
Si  -0.0043  -0.0014  -0.0003
Si  0.0032  -0.0009  -0.0029
Si  0.003  0.0008  0.0004
Si  -0.0013  0.0018  -0.0027
Si  -0.0005  0.003  0.0045
Si  -0.0004  -0.0013  0.0003
Si  -0.0032  -0.0009  -0.0012
Si  0.0009  0.007  0.0062
Si  0.0006  -0.0002  0.0002
Si  -0.0023  0.0023  -0.0016
Si  0.0053  0.0021  -0.0014
Si  -0.0011  0.0072  0.0058
Si  0.0035  -0.0016  0.0001
Si  0.0015  0.0022  -0.0048
Si  -0.004  0.0017  0.0032
Si  0.0021  -0.0051  -0.0011
Si  -0.0008  0.0035  -0.0004
Si  -0.0003  -0.001  0.0002
Si  0.0022  -0.0001  0.003
Si  -0.0013  0.0008  0.0012
Si  0.0003  0.0047  -0.0008
Si  0  0.0009  -0.0008
Si  0.0013  0.0048  -0.0024
Si  0.0003  0.0002  -0.0033
Si  0.0016  0.001  -0.0008
Si  0.0007  0.0017  0.0004
Si  0.0005  0.0028  -0.0005
Si  -0.0024  0.001  0
Si  -0.0001  0.0015  -0.0014
Si  0.0003  0.0022  0.001
Si  0.0005  0.0005  0.002
Si  0.0015  -0.0012  -0.003
Si  -0.001  0.0024  -0.0009
Si  -0.0009  0.0001  0.0004
Si  -0.0009  0.0021  -0.0008
Si  0.001  0.0016  -0.0007
Si  -0.0008  -0.0006  -0.0002
Si  0.0029  0.0004  -0.0011
Si  -0.0001  0.003  -0.0001
Si  -0.0002  0.0006  -0.0019
Si  0.0002  0.0005  0.0003
Si  -0.0022  0.0012  -0.0003
Si  0.0006  0.0018  -0.0003
Si  0.0011  0.0022  0.0001
Si  0.0004  0.0041  0.0004
Si  0.0029  0.0009  -0.0018
Si  0.0008  0.0009  -0.0001
Si  -0.001  0.0022  0.0006
Si  -0.0014  0.0033  -0.0012
Si  -0.0004  0.0017  -0.002
Si  0.0006  0.0014  0.0014
Si  0.0006  0.0008  -0.0002
Si  0.0015  0.0022  0.0004
Si  -0.0016  -0.0004  -0.0036
Si  -0.0011  0.0012  -0.0006
Si  0.0021  -0.0025  0
Si  0.0014  0.0009  0.0003
Si  0.0021  0.0009  -0.0009
Si  -0.0021  0.0033  -0.0035
Si  -0.002  0.0038  -0.0026
Si  0.0001  -0.0003  -0.0018
Si  -0.0014  0.0029  -0.0011
Si  -0.0011  -0.0017  -0.0007
Si  0.0009  0.0022  -0.0011
Si  0.0009  0.0011  -0.0022
Si  0.0017  -0.003  0.0004
Si  -0.0019  0.0006  0.0045
Si  -0.0023  0.0054  0.0021
Si  -0.005  0.0054  0.0013
Si  0.0013  0  0.0041
Si  0.0031  0.0031  0.0003
Si  0.0037  -0.0062  -0.0034
Si  0.004  0.006  -0.0047
Si  0.0016  -0.0002  -0.0027
Si  -0.0052  0.0061  -0.0065
Si  0  -0.003  -0.004
Si  0.001  -0.0023  -0.008
Si  -0.0046  -0.0035  -0.0017
Si  0.0005  -0.0012  0.0004
Si  0.0016  0.0043  -0.0006
Si  -0.001  0.0036  0.0745
Si  -0.0118  0.0049  0.0644
Si  0.0121  -0.0009  0.0548
Si  -0.0096  0.0117  0.0587
Si  0.0105  -0.0077  0.0539
Si  -0.0138  0.0083  0.0501
Si  -0.0017  0.0051  0.0237
Si  0.0004  -0.0128  0.0637
Si  0.0008  0.0149  0.0527
Si  -0.024  0.0063  0.0725
Si  0.01  0.0028  0.0022
Si  0.0099  0.0113  0.0585
Si  0.0137  0.002  0.1431
Si  0.0019  -0.0194  0.0776
Si  -0.0188  0.0046  -0.1462
Si  0.0099  0.0023  -0.0878
Si  0.0015  -0.0109  0.012
Si  -0.0062  0.0062  0.0016
Si  0.0069  0.0088  -0.1242
Si  0.0054  0.0211  -0.079
Si  0.0032  -0.0045  -0.0493
Si  0.0099  0.0016  -0.1446
Si  0.0027  -0.0035  0.128
Si  0.0065  0.0111  0.0774
Si  0.0249  -0.0094  0.1193
Si  0.0153  0.0032  0.098
Si  -0.0102  -0.0105  -0.0921
Si  0  -0.0108  0.0067
Si  -0.0177  -0.0068  -0.0856
Si  -0.0077  -0.0068  -0.1485
Si  0.0112  -0.0083  -0.1186
Si  -0.0093  -0.0126  -0.047
Si  0.01  0.01  -0.1199
Si  -0.0012  0.0048  -0.0258
Si  -0.0063  -0.005  0.0482
Si  0.0023  0.0033  0.0429
Si  0.0047  -0.0067  -0.0235
Si  -0.0016  -0.0012  0.0218
Si  -0.0047  -0.0073  -0.063
Si  0.0033  -0.0222  0.0625
Si  -0.0189  0.0155  -0.1268
Si  -0.0001  0.0005  -0.0037
Si  0.0277  -0.0074  -0.1156
Si  0.0105  -0.0035  0.1337
Si  -0.0199  0.015  0.1336
Si  0.0041  -0.0125  -0.0788
Si  0.0141  -0.0155  0.0911
Si  -0.0003  -0.0147  0.1204
Si  -0.0089  -0.0014  -0.0108
Si  0.0017  -0.0023  -0.0409
Si  -0.0072  -0.0061  -0.0765
Si  -0.0092  -0.0053  0.0455
Si  -0.001  0.0121  -0.1246
Si  -0.0043  -0.0063  0.0517
Si  -0.0071  -0.028  0.1365
Si  -0.0123  -0.0042  0.1272
O  0.0345  0.0254  0.0785
O  -0.0008  -0.0033  0.0026
O  -0.0009  0.0026  -0.0018
O  -0.0118  -0.0113  0.0356
O  0.0032  -0.0264  -0.1071
O  0.0015  -0.0054  0.0375
O  -0.0172  0.0299  0.0763
O  -0.0069  0.0128  0.0324
O  -0.0023  0.0021  0.0043
O  -0.0006  -0.0056  0.0113
O  0.0008  -0.0045  -0.0073
O  0.0031  0.011  0.0533
O  0.0171  -0.0328  0.0858
O  0.0168  0.0116  0.0439
O  0.0338  -0.0204  0.072
O  -0.0176  0.0227  -0.0599
O  0.0209  -0.0149  0.0568
O  -0.0121  -0.039  0.0902
O  -0.0035  -0.0117  -0.0276
O  -0.0232  0.021  -0.0621
O  -0.0163  -0.0084  -0.0432
O  -0.0265  0.0314  -0.0654
O  -0.0006  -0.0018  -0.014
O  -0.0244  -0.0185  -0.0737
O  0.0003  0.0234  -0.0819
O  0.0265  -0.0269  -0.0699
O  -0.0197  -0.0132  -0.0596
O  -0.0067  0.0005  -0.0279
O  0.005  -0.0071  -0.017
O  0.0093  -0.0089  -0.0434
O  -0.0253  0.0165  -0.0641
O  -0.007  -0.0086  0.0272
O  0.0084  0.0082  -0.0326
O  -0.0016  -0.0014  -0.0291
O  -0.0088  -0.0086  -0.0226
O  0.0088  0.0137  -0.0508
O  -0.0069  -0.004  -0.019
O  -0.0006  -0.0021  -0.0192
O  -0.0034  -0.0024  -0.026
O  -0.0086  0.0089  0.0387
O  -0.0251  0.0017  -0.0607
O  -0.0115  0.0178  -0.0625
O  -0.0035  -0.0067  -0.0314
O  0.0179  -0.0172  -0.0501
O  0.0182  -0.0044  0.0367
O  0.0017  0.0015  -0.0206
O  -0.0086  0.0005  0.0335
O  -0.0399  -0.0156  0.0743
O  -0.0026  -0.0027  0.004
O  0.0008  -0.002  -0.01
O  0.0021  -0.0062  -0.0203
O  -0.0101  -0.0101  -0.0441
O  0.0035  -0.0028  -0.0426
O  -0.0018  -0.0004  -0.0031
O  -0.0152  -0.0146  -0.0391
O  0.0013  -0.0018  0.0092
O  0.0002  -0.0002  -0.0306
O  0.0131  -0.0117  -0.0413
O  -0.0066  0.0029  -0.0216
O  -0.0035  -0.0117  0.0724
O  0.0281  0.0032  -0.0651
O  0.0045  -0.0013  -0.0236
O  0.0196  -0.0009  0.0575
O  0.0015  0.0001  0.0236
O  0.0012  0.0074  -0.0176
O  0  -0.0018  -0.0027
O  -0.0053  0.0044  -0.0238
O  0.034  -0.0222  0.0699
O  0.0114  -0.0017  0.0323
O  0.0167  -0.02  -0.0624
O  -0.0228  0.0142  0.0556
O  -0.0277  0.022  -0.0709
O  0.0319  -0.0216  0.0655
O  0.0141  0.0408  -0.081
O  -0.0094  0.0041  0.029
O  -0.0235  0.0208  0.1032
O  0.0012  -0.0005  -0.0146
O  -0.0093  -0.0061  0.0137
O  0.0285  -0.0082  -0.0472
O  0.0204  0.012  0.0321
O  0.0038  0.006  -0.0223
O  0.0025  0.0074  0.0216
O  0.006  0.0131  -0.0354
O  -0.0052  -0.0174  -0.074
O  -0.0202  -0.0237  0.0528
O  0.0035  0.0061  0.0163
O  -0.0149  0.0277  0.0814
O  0.0033  -0.0005  0.0205
O  0.0301  0.003  -0.0732
O  0.0005  -0.0045  0.0241
O  -0.0225  0.0147  0.0862
O  -0.0121  0.0185  -0.0387
O  0.0161  0.0116  -0.0273
O  0.0039  -0.0008  0.0025
O  -0.003  0.0078  0.0374
O  -0.0021  0.0094  0.0238
O  -0.0073  0.0102  0.0364
O  -0.0006  0.0082  0.0288
O  0.0197  -0.0112  0.0507
O  0.0146  -0.012  0.031
O  -0.0018  0.0046  -0.001
O  0.0054  0.0008  0.0455
O  0.0193  -0.0246  -0.0768
O  -0.0238  0.0244  0.0632
O  0  0.0033  0.0298
O  0.0007  -0.0024  0.0001
O  -0.0044  -0.0014  -0.0201
O  -0.0001  -0.0155  0.0403
O  -0.0328  0.0206  0.0675
O  0.0157  0.0259  0.0694
O  -0.0098  0.0153  0.0309
O  0.0145  0.0089  0.0436

The program warned: the cutoff lies below the one the program advises for these potential files; the forces do not sum to zero within the program's tolerance; empty levels may hold ghost states of the PAW files; the exchange-correlation potential is rough where the density is thin.
